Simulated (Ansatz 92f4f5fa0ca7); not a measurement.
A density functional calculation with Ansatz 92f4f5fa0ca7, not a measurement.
Periodic cell of 460 atoms, Si304O156, from a study of silicon, its oxide and their interface. The atomic structure is a simulated model.
Doubt: the cutoff is far below the 930 eV that the study's wrapper takes by default for these files, so forces and energies are approximate.
This geometry differs little from another in the collection (a relaxation step or a small displacement).

Settings
functional: PBE
potential files: Ansatz PAW
basis: plane waves
wave-function cutoff: 580 eV
density cutoff ratio: 5
exchange-correlation grid ratio: 1
k mesh: 1 x 1 x 1, Gamma-centred
self-consistency stop: 5e-08 eV per atom in the density residual
occupations: fixed
spin: none
net charge: 0

Cell vectors (angstrom)
a	15.4691	0	0
b	0	15.4691	0
c	4.4527	-3.228	34.4859

Atoms and the computed forces on them: element, x, y, z (angstrom), force x, y, z (eV/angstrom)
Si	12.618	-3.211	25.82	0.008	0.005	-0.009
Si	12.753	-7.14	25.593	0.004	0	0.005
Si	5.018	-3.352	25.61	-0.022	-0.001	-0.019
Si	5.231	0.685	25.737	-0.004	-0.003	0.004
Si	5.263	-10.789	25.784	-0.001	-0.003	0.008
Si	5.161	-7.196	25.931	-0.003	0.004	-0.004
Si	8.121	-3.232	25.831	0.008	-0.006	-0.008
Si	7.672	0.577	25.742	0.011	0	-0.001
Si	7.682	-10.88	25.769	0.005	-0.014	0.001
Si	7.518	-7.097	25.826	0.01	0.01	0.001
Si	10.91	-3.031	24.192	0.017	-0.006	0.017
Si	12.954	0.589	25.74	-0.001	-0.006	0.004
Si	12.625	-11	25.548	0.009	0.005	0.01
Si	-0.396	-3.165	25.573	-0.013	0.004	-0.005
Si	-0.1	0.657	25.734	0.008	0	-0.003
Si	0.342	-10.973	25.567	0.031	-0.002	-0.005
Si	-0.247	-7.104	25.518	0	-0.009	-0.007
Si	4.539	-1.325	26.842	-0.003	0.002	0.004
Si	4.591	2.646	26.895	-0.001	0.002	0.006
Si	4.564	-9.051	27.206	-0.004	0.001	0.003
Si	4.515	-5.196	26.983	-0.01	-0.001	0.012
Si	8.258	-1.264	27.086	-0.01	0.009	0.007
Si	8.269	2.578	26.909	-0.002	0.006	0
Si	8.227	-8.996	27.06	0.005	0.004	0.009
Si	8.245	-5.216	27.053	-0.004	-0.003	0.003
Si	12.268	-1.267	27.077	0.001	0.001	0.012
Si	12.271	2.549	26.898	-0.007	-0.003	0.01
Si	12.25	-9.058	26.904	-0.001	-0.001	0.009
Si	12.219	-5.231	26.954	-0.006	-0.004	0.02
Si	0.427	-1.324	26.911	0.002	0.001	0.005
Si	0.594	2.573	26.93	-0.005	-0.001	0.006
Si	0.533	-8.975	26.844	-0.002	0.008	0.006
Si	0.38	-5.136	26.744	0	-0.002	0.009
Si	2.509	-1.321	28.157	-0.007	-0.003	0.005
Si	2.583	2.568	28.228	-0.004	-0.001	0.002
Si	2.469	-9.003	28.278	-0.008	-0.004	0.001
Si	2.427	-5.142	28.148	0.001	0.002	-0.001
Si	6.331	-1.306	28.416	0.01	0.002	0.01
Si	6.424	2.604	28.393	0	0.002	0.002
Si	6.439	-9.017	28.57	0.007	0.002	0.015
Si	6.361	-5.149	28.457	0.004	-0.005	0.008
Si	10.26	-1.255	28.333	0.006	0.001	0.014
Si	10.272	2.571	28.217	-0.003	0.002	0.004
Si	10.278	-9.024	28.254	0.003	-0.002	-0.001
Si	10.254	-5.211	28.295	0.009	0.001	0.002
Si	14.14	-1.288	28.477	-0.004	0.001	0.007
Si	14.153	2.609	28.358	0.006	0.003	0.006
Si	14.14	-9.061	28.336	-0.002	-0.002	0.003
Si	14.109	-5.196	28.363	-0.003	0.001	-0.002
Si	2.504	-3.231	29.609	-0.001	0.003	0.005
Si	2.527	0.615	29.616	0	0	0.004
Si	2.505	4.503	29.646	0.002	0.002	0.006
Si	2.498	-7.055	29.633	0	0	0.005
Si	6.376	-3.215	29.765	-0.007	0.003	0.01
Si	6.376	0.651	29.726	-0.005	-0.001	0.005
Si	6.398	4.483	29.788	-0.004	0.003	0.001
Si	6.389	-7.058	29.799	0	-0.001	-0.001
Si	10.256	-3.237	29.662	0.006	0	0
Si	10.256	0.677	29.681	-0.002	-0.002	-0.002
Si	10.257	4.501	29.639	-0.001	0	0.002
Si	10.262	-7.12	29.684	-0.001	0	0.001
Si	14.121	-3.261	29.739	-0.003	0	-0.003
Si	14.13	0.679	29.737	0.001	-0.003	0.003
Si	14.124	4.512	29.729	-0.005	0.001	0
Si	14.128	-7.127	29.707	0.004	0.001	-0.003
Si	4.453	-3.228	31.067	-0.464	-0.065	-0.062
Si	4.453	0.639	31.067	-0.264	-0.03	-0.12
Si	4.453	4.506	31.067	-0.37	-0.012	0.03
Si	4.453	-7.095	31.067	-0.475	0.17	0.066
Si	8.32	-3.228	31.067	0.24	-0.01	0.05
Si	8.32	0.639	31.067	0.07	0.079	-0.025
Si	8.32	4.506	31.067	0.461	-0.109	0.19
Si	8.32	-7.095	31.067	0.378	0.05	0.306
Si	12.187	-3.228	31.067	-0.173	-0.094	0.013
Si	12.187	0.639	31.067	-0.087	0.185	0.033
Si	12.187	4.506	31.067	-0.193	0.003	-0.117
Si	12.187	-7.095	31.067	0.011	-0.081	-0.025
Si	0.586	-3.228	31.067	0.247	-0.066	-0.124
Si	0.586	0.639	31.067	0.331	0.099	-0.133
Si	0.586	4.506	31.067	0.162	-0.081	-0.021
Si	0.586	-7.095	31.067	0.114	0.01	-0.1
Si	0	1.934	3.417	0.04	0.04	-0.016
Si	0	5.801	3.417	0.046	0.112	-0.003
Si	0	-5.801	3.417	0.037	-0.03	-0.002
Si	0	-1.934	3.417	0.045	-0.122	-0.012
Si	3.867	1.934	3.417	0.002	0.004	0.003
Si	3.867	5.801	3.417	-0.066	-0.006	-0.003
Si	3.867	-5.801	3.417	-0.048	0.043	0.006
Si	3.867	-1.934	3.417	-0.036	-0.058	0.019
Si	7.734	1.934	3.417	0.004	0.059	0.013
Si	7.734	5.801	3.417	0.034	0.035	0.005
Si	7.734	-5.801	3.417	0.001	-0.019	0
Si	7.734	-1.934	3.417	0.037	-0.078	0.003
Si	-3.867	1.934	3.417	-0.026	-0.016	0.007
Si	-3.867	5.801	3.417	-0.042	0	-0.013
Si	-3.867	-5.801	3.417	-0.02	0.03	0.001
Si	-3.867	-1.934	3.417	-0.049	-0.046	0.004
Si	-1.934	1.934	4.785	-0.005	-0.044	0.146
Si	-1.934	5.801	4.785	-0.069	0.065	0.095
Si	-1.934	-5.801	4.785	-0.079	0.153	0.123
Si	-1.934	-1.934	4.785	0.009	-0.093	0.254
Si	1.934	1.934	4.785	-0.14	0.122	-0.186
Si	1.934	5.801	4.785	0.048	0.168	-0.532
Si	1.934	-5.801	4.785	-0.01	-0.14	-0.283
Si	1.934	-1.934	4.785	-0.096	-0.219	-0.263
Si	5.801	1.934	4.785	0.003	0.032	-0.026
Si	5.801	5.801	4.785	0.041	-0.078	0.198
Si	5.801	-5.801	4.785	0.117	-0.059	0.063
Si	5.801	-1.934	4.785	0.057	0.023	0.249
Si	9.668	1.934	4.785	0.069	0.134	0.02
Si	9.668	5.801	4.785	0.06	0.264	-0.374
Si	9.668	-5.801	4.785	0.035	0.023	0.063
Si	9.668	-1.934	4.785	0.032	-0.441	-0.168
Si	-1.903	-0.006	6.17	-0.01	-0.002	-0.012
Si	-1.936	3.869	6.16	0.002	-0.006	-0.004
Si	-1.95	-7.717	6.159	-0.001	0.007	0.006
Si	-1.958	-3.87	6.203	0.004	0.002	-0.003
Si	1.904	-0.011	6.097	-0.005	0.002	-0.011
Si	1.903	3.905	6.109	-0.002	-0.012	-0.001
Si	1.98	-7.745	6.122	-0.005	-0.002	0.004
Si	1.914	-3.894	6.129	0.001	0.004	0.005
Si	5.792	0.019	6.163	0.004	-0.003	-0.008
Si	5.776	3.848	6.174	-0.004	-0.001	0.001
Si	5.832	-7.735	6.169	0.011	-0.001	0.003
Si	5.839	-3.881	6.169	0.001	0.006	-0.002
Si	9.663	-0.028	6.095	0.005	-0.012	-0.012
Si	9.673	3.917	6.126	0.002	0.002	-0.003
Si	9.692	-7.736	6.151	0	-0.003	0.001
Si	9.687	-3.891	6.192	-0.001	0.004	0.009
Si	0.034	0.003	7.554	0.005	-0.009	-0.001
Si	0.002	3.912	7.513	0	0.008	-0.004
Si	0.037	-7.748	7.427	-0.006	0.001	-0.002
Si	0.002	-3.912	7.54	-0.004	0.009	-0.009
Si	3.81	0.033	7.459	-0.005	-0.006	0.002
Si	3.792	3.863	7.499	0	0	-0.009
Si	3.889	-7.774	7.524	0.001	0.005	0.007
Si	3.863	-3.948	7.452	-0.002	0.004	-0.007
Si	7.753	-0.021	7.495	0.006	0.008	0.003
Si	7.744	3.873	7.498	0.006	-0.008	-0.004
Si	7.788	-7.754	7.537	-0.013	0.007	0.002
Si	7.763	-3.929	7.597	0.005	0.008	-0.002
Si	-3.874	-0.05	7.457	-0.005	0.011	0.004
Si	-3.865	3.987	7.513	-0.01	-0.004	0.005
Si	-3.885	-7.662	7.578	0.005	-0.003	-0.007
Si	-3.875	-3.916	7.656	-0.001	0.006	-0.003
Si	0.592	1.991	8.732	0.002	0.004	0.001
Si	-0.057	5.863	8.875	0.02	0	-0.009
Si	0.037	-5.883	8.852	0.017	-0.007	-0.002
Si	0.428	-1.98	8.829	-0.023	-0.008	0.017
Si	3.074	1.941	8.665	0.005	-0.002	-0.016
Si	3.82	5.75	8.919	0.001	0.007	-0.013
Si	3.869	-5.829	8.895	-0.002	-0.007	-0.016
Si	3.579	-1.975	8.661	0.024	-0.002	0.012
Si	8.529	1.921	8.565	-0.023	-0.002	0.001
Si	7.725	5.772	8.896	-0.005	0.011	0.002
Si	7.833	-5.873	8.996	-0.025	-0.011	-0.005
Si	8.052	-1.936	8.854	-0.016	0.001	0.013
Si	-4.5	1.947	8.473	0.026	-0.009	-0.018
Si	-3.835	5.915	8.975	-0.005	0.002	-0.004
Si	-3.883	-5.826	9.147	-0.007	-0.003	0.005
Si	-4.234	-1.921	8.887	0.012	0.001	0.015
Si	-1.898	6.498	10.238	-0.005	-0.002	-0.001
Si	-1.823	-6.516	10.14	-0.006	-0.001	-0.022
Si	1.857	6.118	10.203	0	-0.014	0.019
Si	1.959	-6.182	10.244	-0.003	0.014	0.01
Si	5.774	6.056	10.215	0.001	-0.029	0.018
Si	5.818	-6.208	10.161	0.017	0.022	0.003
Si	-5.815	5.675	10.247	-0.008	-0.019	0.009
Si	-5.838	-5.841	10.621	0.01	0.006	0.021
Si	-6.159	-4.324	12.413	0.002	0.02	-0.024
Si	-6.242	-7.527	12.382	0.006	-0.018	-0.015
Si	4.453	-5.162	32.434	-0.155	-0.017	0.02
Si	4.453	-1.294	32.434	-0.128	0.005	-0.02
Si	4.453	2.573	32.434	-0.199	0.001	0.008
Si	4.453	-9.029	32.434	-0.147	-0.015	-0.013
Si	8.32	-5.162	32.434	0.144	-0.019	0.027
Si	8.32	-1.294	32.434	0.105	-0.009	-0.017
Si	8.32	2.573	32.434	0.111	0.011	0.03
Si	8.32	-9.029	32.434	0.09	0.006	0.005
Si	12.187	-5.162	32.434	-0.057	0.016	0.006
Si	12.187	-1.294	32.434	-0.047	-0.009	-0.032
Si	12.187	2.573	32.434	-0.054	-0.03	0.023
Si	12.187	-9.029	32.434	-0.06	0.021	0.003
Si	0.586	-5.162	32.434	0.088	0.008	0.004
Si	0.586	-1.294	32.434	0.064	-0.005	-0.036
Si	0.586	2.573	32.434	0.13	0.002	0.011
Si	0.586	-9.029	32.434	0.133	0.001	-0.013
Si	6.386	-5.162	33.802	0.001	-0.003	-0.018
Si	6.386	-1.294	33.802	0	-0.011	-0.009
Si	6.386	2.573	33.802	0.024	0.011	-0.03
Si	6.386	-9.029	33.802	0.027	0	-0.029
Si	10.253	-5.162	33.802	-0.008	-0.004	0.022
Si	10.253	-1.294	33.802	-0.001	0.025	0.02
Si	10.253	2.573	33.802	-0.009	-0.015	0.022
Si	10.253	-9.029	33.802	-0.014	-0.001	0.014
Si	-1.348	-5.162	33.802	-0.009	0.01	-0.018
Si	-1.348	-1.294	33.802	-0.004	0.016	-0.011
Si	-1.348	2.573	33.802	-0.003	-0.003	-0.017
Si	-1.348	-9.029	33.802	-0.016	-0.022	-0.014
Si	2.519	-5.162	33.802	0.009	-0.016	0.024
Si	2.519	-1.294	33.802	0.012	0.021	0.02
Si	2.519	2.573	33.802	-0.01	0.016	0.025
Si	2.519	-9.029	33.802	-0.006	-0.017	0.02
Si	1.934	0	0.683	0.004	-0.024	0.011
Si	1.934	3.867	0.683	-0.012	0.01	0.008
Si	1.934	7.734	0.683	-0.034	0.016	0.01
Si	1.934	-3.867	0.683	-0.009	0.005	0.012
Si	5.801	0	0.683	0.02	-0.011	-0.009
Si	5.801	3.867	0.683	0.015	-0.002	-0.005
Si	5.801	7.734	0.683	-0.002	0.021	-0.012
Si	5.801	-3.867	0.683	-0.001	-0.004	-0.01
Si	-5.801	0	0.683	-0.001	-0.011	0.003
Si	-5.801	3.867	0.683	-0.008	-0.002	0.005
Si	-5.801	7.734	0.683	0.02	-0.005	0.009
Si	-5.801	-3.867	0.683	0.008	0.016	0.011
Si	-1.934	0	0.683	-0.012	-0.014	-0.015
Si	-1.934	3.867	0.683	-0.013	0.006	-0.011
Si	-1.934	7.734	0.683	0.013	0.011	-0.011
Si	-1.934	-3.867	0.683	0.001	-0.011	-0.013
Si	0	0	2.05	-0.051	0.014	0.011
Si	0	3.867	2.05	-0.05	-0.018	0.001
Si	0	7.734	2.05	-0.064	-0.003	-0.006
Si	0	-3.867	2.05	-0.026	0.005	-0.008
Si	3.867	0	2.05	0.017	0.018	0.013
Si	3.867	3.867	2.05	0.048	0.004	-0.008
Si	3.867	7.734	2.05	0.045	-0.002	-0.006
Si	3.867	-3.867	2.05	0.041	-0.014	-0.011
Si	7.734	0	2.05	0.008	0.013	0.015
Si	7.734	3.867	2.05	0.005	-0.013	-0.003
Si	7.734	7.734	2.05	-0.032	-0.002	-0.012
Si	7.734	-3.867	2.05	-0.047	0.004	-0.01
Si	-3.867	0	2.05	0.014	0.013	0.009
Si	-3.867	3.867	2.05	0.029	0.014	-0.001
Si	-3.867	7.734	2.05	0.043	-0.007	-0.005
Si	-3.867	-3.867	2.05	0.042	-0.009	-0.003
Si	3.235	-2.826	23.224	-0.009	-0.003	-0.004
Si	0.557	0.475	23.481	0.005	0.003	0.002
Si	1.561	-9.89	23.004	-0.006	0.005	0.002
Si	-0.153	-7.408	23.118	0.01	-0.003	0.018
Si	4.665	-1.472	21.027	-0.005	-0.001	0.005
Si	7.745	-1.084	20.97	-0.001	-0.007	0
Si	4.323	-8.888	23.551	-0.009	0.006	0.003
Si	5.887	-7.791	21.198	-0.003	0	0.003
Si	10.258	-5.434	22.406	-0.007	-0.003	0.003
Si	8.453	0.733	23.525	0.003	-0.011	0.009
Si	8.597	-10.284	23.664	0.006	0.002	0.003
Si	8.014	-7.221	23.509	-0.004	0.016	0.002
Si	11.362	-0.045	23.135	-0.002	0.008	0.001
Si	11.67	-10.723	23.423	-0.018	0.005	-0.017
Si	12.299	-7.569	23.226	-0.001	0.002	0.011
Si	-1.08	1.579	14.463	0	-0.003	-0.004
Si	-0.197	-1.28	11.742	-0.005	-0.004	-0.011
Si	0.334	1.657	11.748	-0.002	0	0
Si	1.927	-5.227	13.245	0	0.002	-0.014
Si	4.817	1.449	11.2	0.02	-0.009	0
Si	5.745	-1.303	10.775	0.001	0.005	-0.004
Si	-5.578	2.553	10.914	-0.008	-0.002	0.011
Si	-3.081	-1.775	11.89	0.002	0.007	-0.01
Si	-0.123	-1.028	15.985	0	-0.001	-0.003
Si	-2.761	-2.569	16.325	-0.001	-0.002	-0.001
Si	-0.703	-0.578	19.137	0.001	-0.005	0
Si	4.227	-8.487	17.087	-0.001	-0.001	0.003
Si	1.689	-2.278	13.925	-0.004	0.002	-0.007
Si	4.304	-0.67	13.233	0.008	0.002	-0.014
Si	8.301	-11.742	17.53	-0.001	0.001	-0.001
Si	6.824	2.894	14.927	0	-0.002	-0.005
Si	6.782	-5.875	12.957	-0.009	-0.003	-0.005
Si	-4.042	1.757	15.443	0	0.002	0.001
Si	9.148	1.331	13.479	0.007	0	-0.019
Si	2.109	4.037	12.627	0.005	0.001	-0.001
Si	3.541	0.135	23.251	-0.008	0	0.001
Si	-1.071	-6.109	13.213	0.004	0.008	0
Si	-0.206	1.841	20.892	0.005	0.009	-0.001
Si	9.639	-1.42	13.05	0.002	0.009	-0.005
Si	0.15	4.352	15.032	0.002	0.003	0
Si	-4.421	-8.274	14.885	0	-0.001	-0.002
Si	7.337	-3.537	17.758	-0.001	0.004	0.004
Si	0.229	-2.725	23.324	0.002	-0.001	0
Si	4.609	-4.378	17.287	0.002	0.006	0.003
Si	2.083	-11.505	20.327	-0.01	0	0.009
Si	8.531	-1.51	15.907	0	-0.003	-0.003
Si	3.794	-6.338	19.44	-0.004	0.001	0.004
Si	7.234	-12.322	22.031	-0.01	0.002	-0.003
Si	12.598	-9.808	18.661	0	0.002	0
Si	0.818	-6.073	20.584	0.003	0.006	0.004
Si	10.801	-0.256	17.51	0.001	-0.002	-0.002
Si	5.026	-12.269	20.204	0.001	-0.002	0.002
Si	5.317	4.023	12.536	0.004	-0.003	-0.009
Si	12.221	-7.141	17.595	0.001	0.002	0.003
Si	-1.714	-9.073	13.407	-0.003	-0.008	0.001
Si	11.876	0.477	20.064	0.002	-0.005	0.001
Si	9.419	-3.649	19.955	0.003	-0.003	0
Si	-3.369	-4.184	13.762	0.005	0.006	-0.002
Si	5.066	-1.638	18.079	0.002	0.003	0.001
Si	5.82	0.135	15.806	-0.001	0.001	-0.003
Si	-4.472	4.577	16.398	-0.001	-0.002	0
Si	4.281	-6.289	14.902	0.006	-0.002	-0.006
Si	-0.814	-3.5	20.552	0	-0.001	0.001
Si	7.402	1.674	19.505	-0.003	-0.001	-0.002
Si	12.214	-4.25	18.825	-0.001	0.001	0.005
Si	6.323	-9.761	18.86	-0.001	0.003	0.003
Si	12.456	-12.158	20.71	0.006	0.002	-0.003
Si	1.58	-9.867	17.559	0.002	0	0
Si	-0.553	-8.003	18.498	-0.001	0	0.002
O	3.204	-1.332	23.903	0.002	0.006	0.005
O	13.236	-4.19	20.104	0	0.001	0.002
O	2.132	-10.5	21.613	0.001	-0.002	0.001
O	2.699	-8.873	23.569	0.003	0	0
O	3.974	-5.132	16.01	0.001	0.001	0.005
O	6.611	-3.262	25.107	0.012	0.004	0.015
O	4.134	-3.712	24.248	0.006	-0.003	0.017
O	4.652	0.865	24.178	0.004	0.001	0.004
O	4.75	-7.521	24.34	-0.002	0.002	0.007
O	9.37	-3.186	24.756	0.005	-0.002	-0.004
O	11.101	-4.226	23.096	-0.002	0.002	-0.003
O	10.082	0.951	23.386	-0.004	0.004	0.003
O	10.062	-10.988	23.56	0.005	0.003	0.005
O	11.962	-9.161	22.994	0.005	-0.01	0.005
O	12.548	0.466	24.125	0.001	0.008	0.003
O	-1.237	-10.994	25.097	-0.022	0.001	-0.003
O	-0.113	2.14	10.249	-0.003	-0.001	0.004
O	2.031	-1.983	9.223	-0.001	0.009	0
O	3.645	1.985	10.219	-0.002	0.007	0.018
O	4.542	-2.061	9.988	-0.011	-0.002	-0.01
O	4.141	0.79	12.526	-0.005	0.001	0.006
O	8.507	1.936	10.254	0.005	-0.003	0.001
O	9.636	-1.88	9.316	-0.001	-0.003	-0.002
O	-3.387	-1.897	10.295	-0.001	0	-0.003
O	-2.831	-3.266	12.517	-0.001	-0.002	0.009
O	5.248	-0.232	17.288	-0.004	-0.002	0.006
O	7.814	2.11	13.913	-0.008	0.008	0.014
O	0.348	-1.104	23.069	0.001	-0.001	0.004
O	0.235	-8.972	22.76	-0.005	0.002	0.003
O	0.71	-6.36	22.196	0.001	0.003	-0.003
O	6.262	-1.726	21.184	0.002	0.002	0.004
O	3.901	-2.735	21.736	0.003	0.004	-0.001
O	4.259	-1.36	19.459	0.001	0.001	0
O	5.625	-12.303	21.735	0.003	0.001	0.009
O	8.133	-2.993	16.451	0.001	0	0.004
O	4.914	-8.812	22.035	0.007	0.002	-0.005
O	-1.308	-9.401	18.931	0	-0.002	0.004
O	9.637	-4.874	21.009	0.001	0.002	0.007
O	7.685	-10.809	22.404	0.002	0.002	0.01
O	8.796	-8.671	23.423	0.007	-0.013	0.004
O	-3.216	-8.828	13.953	0.002	0.001	0.007
O	13.002	-3.56	17.58	0	0.001	0.002
O	10.953	-1.576	23.467	-0.01	-0.007	-0.004
O	12.381	-10.554	17.213	-0.001	0.001	0.005
O	13.771	-7.235	22.597	-0.01	-0.001	-0.004
O	-2.66	1.311	14.725	0.005	0.003	0.005
O	-4.281	-1.037	12.705	-0.001	0	0.005
O	-1.448	-5.922	11.642	0.003	0.007	0.024
O	-1.737	-0.888	12.121	0.002	-0.004	0.003
O	1.662	5.156	11.527	-0.001	0.002	-0.008
O	1.922	-7.775	10.737	-0.005	-0.002	0.001
O	2.046	-5.254	11.609	-0.001	-0.005	0.002
O	4.763	-0.49	14.761	-0.001	0	0.006
O	5.719	0.311	10.437	-0.004	0.003	-0.002
O	5.693	-7.807	10.553	-0.001	0.003	0.01
O	5.827	5.323	11.699	0	0.009	-0.011
O	5.717	-6.005	14.175	-0.004	0.001	0.008
O	10.717	-0.196	19.139	-0.001	0.002	0.004
O	-5.447	2.246	12.482	-0.002	0	0.007
O	-1.785	-9.511	11.825	-0.001	-0.001	0.01
O	5.916	-5.446	11.626	0.001	-0.005	-0.001
O	8.737	-0.087	12.761	0	0.001	0.009
O	11.83	-1.338	16.881	-0.003	0.004	0.006
O	8.835	-2.263	20.623	-0.002	0.003	0.005
O	13.874	-7.209	17.495	0.002	0	0.004
O	6.966	-7.143	22.238	-0.003	-0.003	0.004
O	5.897	1.758	15.659	0.003	0.001	0.002
O	7.246	-0.594	15.513	0.004	-0.001	0.004
O	-4.273	1.92	10.143	-0.002	-0.003	0.005
O	0.41	-2.239	12.903	0.001	0.003	0.008
O	5.436	-1.514	12.373	-0.006	0	0.011
O	1.235	-11.019	24.157	-0.008	-0.005	0.017
O	-0.252	0.302	15.046	-0.003	0.004	0.005
O	9.463	-1.805	14.616	-0.003	0	0.009
O	11.526	2.079	20.162	0	0.001	0.003
O	8.1	2.208	18.132	0	0.001	0.004
O	2.362	-6.337	20.184	0.001	0	0.002
O	-5.071	-9.592	15.611	0.002	0.004	0.001
O	9.233	-2.709	12.145	-0.002	0.006	0.008
O	-0.296	-2.057	10.307	0.003	0.005	-0.003
O	3.792	-7.491	18.297	0	-0.001	0.001
O	1.72	-3.404	23.093	-0.004	0.003	0.005
O	-0.34	1.387	22.456	-0.001	0.001	0.002
O	-2.303	-5.396	14.024	0	-0.002	0.002
O	-0.192	-7.083	19.787	0	-0.002	0.002
O	12.22	-11.766	22.278	-0.002	0.005	0.012
O	8.103	-0.421	22.419	0.002	0.009	0.008
O	8.017	-12.855	20.701	0.004	0	0
O	-0.852	1.818	12.857	0.003	-0.001	0.005
O	-5.6	4.152	10.771	0.003	0.002	0.003
O	7.625	-7.275	12.729	0.009	0.006	0.003
O	-4.868	-4.7	13.373	-0.005	-0.009	0.008
O	6.626	-8.608	19.981	-0.001	-0.001	0.002
O	13.237	0	19.277	-0.002	0.002	0.004
O	11.894	-0.072	21.596	0.002	0.001	-0.001
O	3.715	4.062	12.756	-0.006	0	0
O	2.129	0.945	23.221	-0.001	-0.001	0.006
O	7.16	-1.906	10.255	0.011	-0.002	-0.007
O	7.921	-4.721	13.222	0.002	-0.007	0.007
O	-0.902	-7.679	13.578	-0.001	0.003	0.005
O	1.75	-10.676	18.967	-0.003	0	0.003
O	3.996	-4.897	18.706	0	0.001	0.002
O	-0.147	-0.641	17.586	-0.002	0	0
O	5.782	1.975	19.409	-0.001	0.002	0.004
O	6.548	-2.261	18.427	0	0.001	0
O	9.024	-5.947	23.338	0.004	0.002	0.002
O	3.012	-6.295	13.863	0	0.002	0.007
O	0.852	-8.412	17.784	-0.002	0.005	0.005
O	-0.519	2.886	15.245	-0.002	-0.003	0.002
O	5.737	2.71	11.649	-0.007	0.005	0.007
O	3.063	-9.62	16.927	0.002	0.003	0.002
O	0.365	-5.485	13.634	-0.003	0	0.004
O	8.346	-4.183	18.847	-0.002	0.002	0.003
O	0.409	-4.533	20.21	-0.002	-0.001	0.004
O	-0.82	-3.279	22.182	0.002	0.002	0.003
O	4.175	-0.086	21.76	0.004	0.001	0
O	1.233	-1.788	15.433	0	0	0.005
O	-4.137	3.379	15.348	0.001	-0.002	0.005
O	0.154	0.528	19.974	0.001	0.003	0.006
O	7.638	2.137	23.24	0.003	-0.001	0.004
O	-3.54	-3.358	15.147	0	-0.002	0.003
O	5.283	-10.83	19.496	0	0.004	0.001
O	-1.362	-2.043	15.702	0.002	0.001	0.004
O	0.637	-10.68	16.517	0	0	0.001
O	11.267	-6.709	22.274	-0.001	0.003	-0.003
O	0.718	0.071	11.635	-0.001	0.002	0.005
O	7.682	-10.557	18.46	0.003	-0.003	0.001
O	1.617	2.544	12.2	0.002	0.001	0.003
O	2.848	-1.352	13.279	-0.004	-0.001	0.007
O	9.453	-8.974	11.665	0	-0.002	-0.001
O	0.977	-12.596	20.652	-0.009	-0.002	-0.001
O	-5.476	-7.556	13.855	0.002	0	0.004
O	4.296	-2.77	17.176	-0.001	-0.002	0.003
O	4.983	-6.599	20.53	-0.001	0	0.002
O	9.886	-11.425	17.454	-0.002	0	0.001
O	11.322	1.21	16.981	0.002	0.001	0.005
O	11.791	-5.762	18.359	-0.001	-0.001	0.001
O	11.741	-8.401	18.556	-0.002	-0.002	0.003
O	4.828	-10.294	24.238	0.006	-0.01	-0.001
O	7.63	3.754	16.043	-0.003	-0.003	0.002
O	7.694	0.1	19.823	0.001	0.004	0.002
O	12.144	-10.807	19.853	-0.001	-0.001	0.005
O	6.233	-4.644	17.298	-0.001	-0.001	0.003
O	3.427	-12.416	20.202	0.003	-0.005	0.004
O	-3.915	-7.258	16.091	0.001	0	0.002
O	9.305	-0.675	17.06	-0.002	0.002	0.001
O	-0.577	-2.076	19.78	-0.002	0.003	0.002
O	-0.985	5.293	14.341	-0.002	0.003	-0.001
O	13.947	-12.766	20.49	0.002	0	0.009
O	1.466	4.374	14.076	0	0	0.003
O	4.385	-7.728	15.657	0	0.001	0.007
O	10.863	-3.403	19.217	0.002	0	0.002
O	2.289	-3.788	13.914	-0.001	0	0.007
O	5.98	3.952	14.023	0.004	-0.003	0.008
O	5.663	-9.149	17.495	0	0.001	0.004
O	-5.336	1.055	14.739	0.002	0	0.004

Results
free energy: -281982.441 eV
free energy less fixed offsets of O -568.88, Si -635.61 eV per atom: -11.721 eV

The program warned: the cutoff lies below the one the program advises for these potential files; the forces do not sum to zero within the program's tolerance; the exchange-correlation potential is rough where the density is thin.
